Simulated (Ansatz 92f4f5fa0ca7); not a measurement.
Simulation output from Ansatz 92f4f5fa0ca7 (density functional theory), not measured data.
Periodic cell of 273 atoms, Si165O106P2, from a study of silicon, its oxide and their interface. The atomic structure is a simulated model.
Doubt: the cutoff is far below the 930 eV that the study's wrapper takes by default for these files, so forces and energies are approximate.
This geometry differs little from another in the collection (a relaxation step or a small displacement).

Settings
functional: PBE
potential files: Ansatz PAW
basis: plane waves
wave-function cutoff: 580 eV
density cutoff ratio: 5
exchange-correlation grid ratio: 1
k mesh: 1 x 1 x 1, Gamma-centred
self-consistency stop: 5e-08 eV per atom in the density residual
occupations: fixed
spin: none
net charge: 0

Cell vectors (angstrom)
a  11.6015  0  0
b  0  13.3963  0
c  0  0  29.8085

Atoms and the computed forces on them: element, x, y, z (angstrom), force x, y, z (eV/angstrom)
Si  11.5715  0.2196  22.8903  0.0054  0.0017  -0.0023
Si  3.8863  0.1933  22.9905  0.0028  0.0044  -0.0013
Si  7.6661  0.0971  23.1207  -0.0029  -0.0022  -0.0002
Si  2.0699  3.5008  22.7443  0.0115  -0.0057  -0.0055
Si  5.9035  3.6729  22.9628  -0.0006  0.0002  -0.0057
Si  9.7561  3.5336  22.9958  0.0036  -0.0015  -0.0039
Si  11.7113  6.8378  22.8975  0.0177  -0.0035  -0.0047
Si  3.9509  6.9987  23.0434  0.009  -0.0045  -0.0154
Si  7.7945  6.8859  23.2267  -0.0012  -0.0059  0.0052
Si  2.0547  10.2352  23.1995  0.0018  0.0039  -0.0026
Si  5.8567  10.0999  23.2467  0.0034  -0.0055  -0.0076
Si  9.9113  10.0933  23.2153  -0.0035  -0.0004  0.0038
Si  11.721  2.4497  23.7312  -0.0064  0.0002  0.0036
Si  3.9702  2.4615  23.7266  -0.0007  -0.005  0.0012
Si  7.789  2.3954  23.7429  -0.0011  0.0022  0.0008
P  2.0832  5.7526  22.8541  -0.0032  0.0102  -0.0179
Si  5.8015  5.7857  23.9633  0.0065  0.0014  0.003
Si  9.7952  5.7231  23.862  -0.0049  0.0015  0.0063
Si  11.8094  8.9683  23.984  0.0018  -0.0007  0.0055
Si  3.8965  9.0808  24.1124  -0.0061  0.0022  0.0058
Si  7.8716  9.1042  23.9682  -0.0024  0.0007  0.0022
Si  1.9147  12.5064  23.7794  -0.0015  -0.0011  0.001
Si  5.7461  12.3843  23.8999  0.0001  -0.001  0.0015
Si  9.7077  12.4127  23.7811  0.0006  -0.0012  -0.0004
Si  11.6685  2.3331  26.1564  0.0027  -0.0006  0.0014
Si  3.8835  2.3455  26.1507  -0.0018  -0.0026  0.0014
Si  7.7545  2.3045  26.1611  0.0013  -0.0022  0.0004
P  1.9493  5.6094  26.2472  0.0094  0.0011  0.0509
Si  5.7781  5.66  26.3046  0.0017  0.0025  -0.0009
Si  9.7318  5.6398  26.2408  0.0008  0.0022  0.0007
Si  11.6902  8.9191  26.3183  -0.0013  -0.0004  0.0005
Si  3.8749  8.9577  26.4128  0.0012  -0.001  0.0022
Si  7.7996  9.0205  26.3094  0  -0.0013  -0.0013
Si  1.9244  12.3696  26.1873  0.0016  0.0017  -0.0003
Si  5.7731  12.3348  26.2648  0.0014  0.0004  -0.0003
Si  9.7041  12.3511  26.1862  -0.0016  0.0007  0.0005
Si  1.9675  1.1864  27.0058  -0.0003  0.0033  -0.0008
Si  5.8048  1.2004  27.0086  -0.0007  0.0007  -0.0022
Si  9.7085  1.1993  26.9906  -0.0003  0.001  -0.0029
Si  11.6828  4.5356  27.0637  0.0079  0.0025  -0.0052
Si  3.818  4.5389  27.0721  -0.0155  0.0054  -0.0088
Si  7.7518  4.5123  27.0256  -0.0015  0.0003  -0.0018
Si  1.9685  7.7383  27.1107  -0.0006  -0.0151  -0.0109
Si  5.8568  7.885  27.0755  -0.0008  -0.0006  0.0006
Si  9.7121  7.8554  27.0602  -0.0004  -0.0005  0
Si  11.6264  11.201  27.0244  -0.0011  0.0003  -0.0013
Si  3.8346  11.2269  27.0609  -0.0006  -0.0003  -0.0022
Si  7.7566  11.2597  27.0432  -0.0006  -0.0012  -0.0006
Si  1.9336  1.1164  29.4135  0.0636  0.1935  -0.2322
Si  5.8008  1.1164  29.4135  0.031  0.1734  -0.2379
Si  9.6679  1.1164  29.4135  0.0967  0.1542  -0.2766
Si  0  4.4654  29.4135  0.0172  -0.0138  0.1652
Si  3.8672  4.4654  29.4135  0.001  -0.0151  0.0914
Si  7.7343  4.4654  29.4135  0.0991  0.0175  -0.1122
Si  1.9336  7.8145  29.4135  0.0357  -0.0448  0.5527
Si  5.8008  7.8145  29.4135  0.1085  0.0289  0.3182
Si  9.6679  7.8145  29.4135  0.0841  0.0018  0.0556
Si  0  11.1635  29.4135  0.0341  0.1046  -0.1726
Si  3.8672  11.1635  29.4135  -0.1125  0.2155  0.1295
Si  7.7343  11.1635  29.4135  0.0359  0.1937  -0.0932
Si  0  0  0.3944  -0.0854  -0.1273  -0.2113
Si  3.8672  0  0.3944  0.0421  -0.1713  0.2535
Si  7.7343  0  0.3944  -0.2048  -0.2382  0.0122
Si  1.9336  3.3491  0.3944  0.1065  -0.1513  -0.1
Si  5.8008  3.3491  0.3944  -0.1005  -0.1127  0.2073
Si  9.6679  3.3491  0.3944  -0.2115  0.0175  -0.0192
Si  0  6.6981  0.3944  -0.117  -0.0199  0.0077
Si  3.8672  6.6981  0.3944  -0.0067  -0.1538  -0.1429
Si  7.7343  6.6981  0.3944  0.0228  -0.046  0.0466
Si  1.9336  10.0472  0.3944  -0.0421  -0.0019  -0.1012
Si  5.8008  10.0472  0.3944  0.1196  0.1204  -0.0034
Si  9.6679  10.0472  0.3944  0.0129  -0.1233  -0.1394
Si  11.5493  -0.0467  2.7438  -0.0007  -0.0001  -0.0005
Si  3.8453  -0.0703  2.8032  -0.0002  -0.0003  -0.0002
Si  7.6654  -0.0873  2.7726  -0.0004  0.0002  -0.0004
Si  1.9309  3.2708  2.7429  0.0001  0.0004  -0.0001
Si  5.7556  3.2763  2.7997  -0.0002  0.0003  -0.0003
Si  9.5957  3.3117  2.7604  -0.0013  -0.0001  0.0004
Si  11.574  6.6395  2.755  -0.0004  0.0002  -0.0005
Si  3.8721  6.6224  2.7388  -0.0007  0  -0.0003
Si  7.7365  6.6456  2.7674  -0.0003  -0.0002  0.0001
Si  1.9259  10.005  2.7503  -0.0006  0.0002  0.0002
Si  5.8221  10.0411  2.7706  -0.0002  0.0003  -0.0001
Si  9.677  9.9781  2.7499  -0.0005  0.0003  0
Si  11.5513  2.2059  3.4408  0.0001  -0.0004  -0.0003
Si  3.8202  2.1277  3.6472  -0.0001  -0.0003  -0.0003
Si  7.6797  2.1186  3.5599  0.0004  -0.0006  -0.0002
Si  1.9084  5.5031  3.4712  0.0001  0.0001  0.0001
Si  5.8079  5.5259  3.565  0  0  -0.0002
Si  9.6527  5.5262  3.6112  0.0002  0.0002  -0.0003
Si  11.6133  8.8698  3.555  0.0002  -0.0005  -0.0002
Si  3.8942  8.8712  3.4247  0.0004  -0.0002  -0.0003
Si  7.7411  8.8782  3.5472  0.0002  0.0001  -0.0001
Si  1.8664  12.2339  3.5482  0.0002  0.0002  -0.0003
Si  5.7554  12.2188  3.7419  0.0001  0.0002  -0.0002
Si  9.6176  12.2002  3.511  0.0001  0.0001  0
Si  11.48  2.1664  5.7593  -0.0005  0.0005  0
Si  3.7342  2.0352  6.071  0  0.0003  -0.0001
Si  7.6111  1.9732  5.9272  -0.0002  0.0005  -0.0003
Si  1.8822  5.4149  5.8057  -0.0004  0.0001  0
Si  5.8085  5.4717  5.9386  -0.0002  0.0003  0
Si  9.6261  5.4538  6.0129  -0.0003  -0.0002  -0.0002
Si  11.644  8.8011  5.9298  -0.0005  0.0003  0.0001
Si  3.9206  8.7959  5.739  -0.0008  0.0001  0
Si  7.7793  8.8179  5.9174  -0.0006  -0.0002  -0.0004
Si  1.7878  12.1685  5.9175  -0.0003  -0.0005  -0.0001
Si  5.7226  12.1246  6.2504  0  -0.0003  0
Si  9.5889  12.1178  5.8636  -0.0003  -0.0001  -0.0004
Si  1.6365  0.9829  6.733  -0.0001  -0.0004  -0.0002
Si  5.6737  0.9948  7.0103  -0.0006  -0.0002  0
Si  9.638  0.9444  6.5971  0.0004  -0.0005  -0.0003
Si  11.5764  4.3245  6.72  0.0003  -0.0009  -0.0003
Si  3.8305  4.3289  6.5598  -0.0004  -0.0006  -0.0003
Si  7.6989  4.1854  6.6246  0.0003  -0.0003  -0.0003
Si  2.0359  7.637  6.5105  0.0008  0.0001  -0.0005
Si  5.8362  7.743  6.6926  0.0007  -0.0002  -0.0006
Si  9.7231  7.7139  6.7308  0  0  -0.0004
Si  11.4595  10.9996  6.773  0.0001  -0.0001  -0.0002
Si  3.6588  10.9427  6.6462  -0.0001  0.0003  0.0001
Si  7.7617  10.9819  6.8578  -0.0001  0.0004  -0.0001
O  9.9079  7.9115  8.3911  -0.0001  -0.0001  0.0003
O  9.908  0.8337  8.246  -0.0001  0.0002  0.0003
O  1.0389  0.9292  8.3185  0  0.0002  -0.0003
O  3.0822  10.5621  8.1574  0.0002  -0.0001  -0.0002
O  5.8272  7.9169  8.3551  -0.0004  0.0001  0.0012
O  5.6145  1.1954  8.6941  0  0.0001  -0.0004
O  3.7747  4.3393  8.2072  0.0002  0.0002  0.0003
O  7.66  3.7427  8.2501  -0.0004  0.0003  0.0003
O  0.0481  4.2865  8.3928  -0.0002  0.0002  0.0006
O  11.1653  10.9616  8.4244  -0.0001  0.0001  0.0003
O  8.1273  10.7763  8.4942  -0.0003  -0.0001  0.0001
O  2.3813  7.5079  8.114  -0.0001  0.0001  0.0003
O  11.4499  0.2358  21.21  -0.0035  -0.0017  -0.0013
O  9.7764  3.6436  21.3319  -0.0027  -0.0004  -0.0016
O  4.2975  7.5736  21.519  -0.0008  -0.0054  0.0135
O  5.9728  4.1442  21.3439  0.0006  0.0008  0.0013
O  5.7838  9.8343  21.5941  0.0026  0.0065  0.005
O  2.109  3.1756  21.1047  -0.0044  0.001  0.0129
O  7.3448  13.413  21.4813  0.0027  -0.0001  -0.001
O  3.943  0.2012  21.3256  -0.002  -0.0009  -0.0075
O  7.6565  6.916  21.5786  -0.0013  0.0034  -0.0098
O  2.163  10.1619  21.5514  -0.0011  0.0002  -0.0002
O  11.3649  7.0172  21.2698  -0.032  0.0124  -0.0275
O  10.3151  9.7441  21.625  0.0039  0.0005  0.0014
Si  11.5858  6.4626  11.287  0.0001  0  0
Si  1.5901  10.3903  16.2174  0.0006  -0.001  0.0005
Si  0.233  3.702  9.9071  -0.0004  0  -0.0007
Si  8.1006  12.8354  20.1659  -0.0011  0.0001  -0.0019
Si  2.8508  10.4756  9.7548  -0.0001  0.0002  -0.0005
Si  2.5916  10.3739  20.0019  0.0023  -0.0061  -0.0027
Si  10.3303  3.6952  19.7967  0.0013  0.0015  0.0001
Si  0.2613  12.8172  17.0746  0.0002  0.0003  -0.0007
Si  10.8263  0.7027  19.7594  0.0016  0.0006  0.0007
Si  3.1739  7.7736  16.2093  -0.0006  -0.0012  0.0019
Si  0.255  6.5035  19.7958  0.0078  -0.0005  0.0046
Si  9.4006  2.5424  14.2732  0  -0.0002  -0.0005
Si  2.9146  2.5625  11.0289  -0.0001  -0.0001  -0.0004
Si  5.1505  11.9985  15.3229  -0.0004  -0.0001  -0.0004
Si  5.0243  8.7348  20.6321  -0.0008  0.0008  -0.0005
Si  3.6215  -0.3707  11.2685  -0.0001  -0.0001  -0.0004
Si  5.5997  8.9063  14.7724  -0.0009  0.0005  0
Si  -0.1542  11.3267  9.9983  -0.0002  -0.0001  -0.0008
Si  9.5372  10.033  20.2244  0.0012  0.0018  -0.0054
Si  3.4625  0.0334  19.7711  -0.0012  0.0076  -0.0006
Si  7.4735  4.7192  9.5332  0.0002  -0.0003  -0.0004
Si  2.3877  12.3842  14.1441  -0.0002  -0.0003  -0.0004
Si  6.1986  0.6067  10.1279  0  -0.0002  -0.0005
Si  2.7895  2.8557  19.6442  0.0052  0.0042  -0.0042
Si  5.7261  4.4557  13.6411  -0.0004  -0.0004  -0.0003
Si  7.4923  0.2271  15.5741  -0.0005  0.0002  -0.0004
Si  9.6262  11.3568  15.1843  0  0  -0.0007
Si  1.9975  6.5851  13.5374  -0.0005  0.0003  0.0006
Si  2.8499  3.5466  14.0055  0  0.0004  -0.0005
Si  11.704  9.1849  18.3511  0.0017  -0.0023  0.0006
Si  11.2382  0.8849  9.2016  -0.0004  -0.0001  -0.0003
Si  9.1321  7.3379  9.706  0  0  -0.0004
Si  8.6857  8.5748  14.5613  0.0001  0.0001  -0.0006
Si  4.7874  7.1693  12.3348  -0.0002  0.0002  -0.0002
Si  2.9399  5.6393  18.7115  0.0015  -0.0028  0.0024
Si  2.5447  7.4183  9.7111  -0.0005  0  -0.0003
Si  6.273  8.4415  9.8336  0  0.0002  -0.0009
Si  4.3365  4.7742  9.6505  0  -0.0001  -0.0005
Si  9.3662  10.5081  12.2635  -0.0001  0.0002  -0.0007
Si  5.9905  13.0097  17.9402  -0.0019  0.0003  -0.0009
Si  7.9757  4.9409  18.3425  -0.0011  -0.001  0.0006
Si  8.3157  5.426  15.1846  -0.0002  0.0002  0.0001
Si  7.3326  11.0878  9.9068  -0.0002  -0.0001  -0.0007
Si  5.3551  4.2159  19.8279  -0.0039  0  0.0003
Si  0.7954  1.5132  15.0297  -0.0002  -0.0001  -0.0003
Si  7.6076  7.5213  20.076  -0.0063  -0.0027  0.0004
Si  7.6564  2.8046  11.8495  -0.0001  -0.0001  -0.0006
O  3.4588  6.0941  10.09  -0.0001  0  -0.0001
O  1.957  2.6793  15.0741  -0.0003  -0.0003  -0.0003
O  -0.3514  12.9556  10.1723  -0.0002  0.0001  0
O  8.4978  8.8507  19.9156  -0.0051  -0.0056  -0.0027
O  2.4433  1.2719  19.3352  0.0079  -0.0106  0.0018
O  8.1614  5.3256  16.7876  0.0004  0.0005  0.0004
O  2.7536  11.9632  19.6529  -0.0009  0  -0.0002
O  7.1706  8.7903  15.1195  -0.0002  -0.0001  0
O  1.3013  0.2112  14.1651  -0.0003  -0.0001  0.0002
O  4.4204  3.8261  14.4353  -0.0001  -0.0002  -0.0002
O  4.2538  3.4312  10.6117  -0.0003  -0.0002  0.0002
O  10.968  2.1034  14.47  -0.0004  -0.0001  0
O  11.3904  4.8535  10.9853  -0.0001  -0.0001  0.0001
O  10.8576  12.0383  16.0212  -0.0003  -0.0002  0.0003
O  8.9432  6.9255  14.7526  -0.0001  0.0002  -0.0004
O  1.7914  3.3762  10.1997  0.0001  -0.0001  0
O  8.4681  5.9488  9.2042  -0.0004  0.0001  0
O  11.1372  2.2961  19.4823  -0.0011  -0.0019  0.0001
O  5.4176  7.6137  10.9137  -0.0005  -0.0001  0.0006
O  11.3682  7.6074  18.6699  0.0012  0.0038  0.0014
O  7.8797  8.2789  10.1442  -0.0002  0  0
O  10.1403  7.1651  10.9769  -0.0001  0.0001  0.0001
O  9.2308  4.1305  14.7088  -0.0001  0  -0.0002
O  8.8422  11.4529  20.5362  -0.0015  0.0051  -0.0004
O  10.5855  10.5219  11.1517  -0.0002  -0.0001  0.0002
O  8.3744  12.2508  15.7348  -0.0004  0  -0.0001
O  4.4321  2.8783  19.7079  0.0003  0.0007  0.0002
O  4.7187  0.189  18.7493  -0.0042  -0.0012  0.0061
O  10.5044  10.1306  18.9236  0.0015  -0.0008  -0.0007
O  6.8199  0.6929  17.0095  -0.0004  -0.0007  0.0009
O  0.5231  6.7631  12.8191  -0.0006  -0.0002  -0.0004
O  1.0569  7.1509  10.2892  -0.0002  0  0.0002
O  3.1533  7.1959  12.5411  0.0004  -0.0001  -0.0006
O  3.9808  9.5641  19.701  -0.0066  0.0066  -0.0024
O  6.7992  5.2129  14.605  -0.0001  -0.0001  0
O  0.5773  0.9332  16.5387  -0.0005  -0.0003  -0.0003
O  1.564  11.8043  17.0825  -0.0002  0.0002  -0.0002
O  5.4139  8.3039  13.291  -0.0004  -0.0002  -0.0004
O  2.9885  12.3973  12.6303  -0.0005  0  0.0005
O  6.4438  3.2045  12.8762  -0.0002  0.0002  0.0001
O  2.8115  9.3452  16.5657  -0.0004  -0.0002  -0.0005
O  6.0956  7.9796  19.6634  0.0095  -0.0026  0.0006
O  1.8774  6.4224  19.6633  -0.0047  -0.0023  0.0097
O  1.4597  9.6521  19.1069  0.0018  0.0017  0.002
O  9.4963  9.7271  15.4527  -0.0003  0  0.0001
O  3.1102  8.9037  10.198  0  -0.0004  0.0001
O  8.9898  9.0543  12.9944  -0.0003  0  0
O  2.1588  7.3418  14.9802  -0.0002  0.0005  -0.0003
O  9.0858  3.8274  18.7611  0.0005  -0.0008  -0.0005
O  4.7459  7.9284  15.7766  0.0008  0.0002  -0.0003
O  7.2618  1.6114  10.8264  -0.0003  0.0001  0.0003
O  8.1786  6.3528  19.12  -0.0007  0.0031  0.0029
O  5.9152  5.176  9.6095  -0.0002  -0.0003  0.0001
O  7.0449  -0.9676  19.0179  0.0026  0.0009  0.0024
O  11.0687  2.2625  10.0891  -0.0001  0.0001  0.0001
O  8.9913  2.4073  12.6953  -0.0003  0  0.0002
O  9.725  11.5185  13.5303  -0.0002  0  0.0003
O  6.5326  4.2703  18.7073  0.0009  -0.0006  -0.0007
O  6.047  10.0608  9.956  -0.0003  -0.0003  0.0001
O  1.365  10.8524  10.2825  -0.0001  -0.0001  -0.0001
O  5.1751  10.4861  14.7078  0.0001  0.0005  0
O  1.7118  10.933  14.6387  -0.0004  0.0003  0.0001
O  11.3697  13.0776  18.6039  -0.0003  0.0002  0.0003
O  5.4693  11.8395  16.9234  0.0001  0.0006  0.0001
O  8.1017  11.0036  11.3494  -0.0001  -0.0001  0.0003
O  11.2639  5.008  19.5373  -0.0031  -0.0029  -0.0003
O  8.3849  1.4976  15.0615  -0.0001  0.0001  0.0002
O  2.4073  4.0549  18.5481  0.001  0.0023  0.0008
O  3.7636  11.7126  10.3135  -0.0002  -0.0003  0.0004
O  9.1941  0.5629  19.7267  -0.0024  -0.0014  0.0011
O  2.7752  2.6676  12.6405  0  -0.0001  0.0002
O  3.6662  12.6496  15.128  0.0001  -0.0001  0.0004
O  7.9985  4.104  10.9333  -0.0003  -0.0001  0.0003
O  5.1272  0.2703  11.3245  -0.0002  -0.0001  0.0002
O  4.3751  5.5026  19.4983  -0.0025  -0.0023  -0.0013
O  6.2208  13.0777  14.6551  0  0  0.0006
O  3.0771  6.5805  17.3517  -0.0007  0.0028  0.001
O  2.7917  0.9498  10.7051  -0.0001  0.0002  0.0002
O  0.3022  9.4832  16.7441  -0.001  0  0.0016
O  5.2341  5.621  12.6066  -0.0001  0.0004  0.0001
O  2.1496  4.9891  13.7835  0  -0.0005  0.0002
O  6.9052  12.6239  9.6969  -0.0003  0.0002  0.0001

Results
free energy: -166684.930 eV
free energy less fixed offsets of O -568.88, P -755.39, Si -635.61 eV per atom: 2.780 eV

The program warned: the cutoff lies below the one the program advises for these potential files; the forces do not sum to zero within the program's tolerance; the exchange-correlation potential is rough where the density is thin.
